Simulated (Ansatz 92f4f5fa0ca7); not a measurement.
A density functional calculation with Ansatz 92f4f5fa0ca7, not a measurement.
Periodic cell of 237 atoms, Si146O85H6, from a study of silicon, its oxide and their interface. The atomic structure is a simulated model.
Doubt: the cutoff is far below the 930 eV that the study's wrapper takes by default for these files, so forces and energies are approximate.

Settings: functional PBE; potential files Ansatz PAW; basis plane waves; wave-function cutoff 580 eV; density cutoff ratio 5; exchange-correlation grid ratio 1; k mesh 1 x 1 x 1, Gamma-centred; self-consistency stop 5e-08 eV per atom in the density residual; occupations fixed; spin none; net charge 0.

Cell vectors (angstrom)
a  11.6015  0  0
b  0  10.938  0
c  0  0  32.699

Atoms and the computed forces on them: element, x, y, z (angstrom), force x, y, z (eV/angstrom)
Si  0.0404  -0.0427  24.2517  -0.0257  0.1178  -0.0327
Si  3.9002  -0.049  24.2024  -0.0668  -0.4485  -0.724
Si  7.8843  -0.1674  24.2643  0.0288  -0.3849  -0.8093
Si  1.9744  1.2956  24.2646  -0.0343  -0.0273  0.0225
Si  5.9696  1.1377  24.1547  -0.0716  -0.0053  0.0533
Si  9.7109  1.3183  24.1661  0.025  -0.0337  0.0572
Si  -0.2066  5.4335  24.0707  0.0709  0.1185  0.0769
Si  3.7696  5.2888  23.7744  0.0424  0.1581  0.1028
Si  7.8019  5.4868  23.9709  -0.1348  0.0979  0.0598
Si  1.8135  6.6923  23.9702  0.0407  -0.1702  0.0344
Si  5.7439  6.7477  23.7604  -0.0161  -0.1473  0.101
Si  9.6095  6.9571  24.2408  0.0359  0.3477  -0.7585
Si  1.93  2.7638  26.0724  -0.0002  -0.0667  -0.0774
Si  5.8017  2.7221  25.9212  0.0174  -0.0328  -0.0932
Si  9.6484  2.7473  26.0362  -0.0223  -0.0848  -0.0745
Si  -0.0238  4.0855  26.0165  -0.0017  0.0517  -0.1059
Si  3.867  4.0971  25.8939  -0.0008  0.0661  -0.1634
Si  7.7084  4.112  25.9424  0.005  0.0503  -0.0928
Si  1.9246  8.0806  25.9675  0.0249  -0.0451  -0.0774
Si  5.7948  8.0442  25.8867  -0.0125  -0.0522  -0.14
Si  9.6928  8.2042  26.1804  0.0054  0.001  -0.1098
Si  0.0354  9.5087  26.1241  -0.0039  0.0374  -0.0443
Si  3.8763  9.4291  26.0248  -0.002  0.0068  -0.118
Si  7.7256  9.4236  26.1225  -0.023  -0.0022  -0.0723
Si  0.0111  0.0316  27.9414  -0.01  -0.0311  -0.0234
Si  3.8726  -0.0404  27.884  0.0013  -0.0125  -0.0451
Si  7.6902  0.0004  27.9124  0.0084  -0.0312  -0.0315
Si  1.9566  1.339  27.9301  -0.0072  0.0409  -0.0284
Si  5.7746  1.362  27.8685  -0.0001  0.0335  -0.0141
Si  9.6408  1.3303  27.9072  0.0092  0.0482  -0.0208
Si  0.019  5.4641  27.9155  -0.0019  -0.02  -0.0427
Si  3.8851  5.4409  27.8571  -0.0018  -0.0205  -0.0316
Si  7.7234  5.4505  27.8851  0.0053  -0.0157  -0.0322
Si  1.956  6.7866  27.9139  -0.005  0.0135  -0.0287
Si  5.8003  6.7941  27.8825  0.0099  0.0426  -0.0182
Si  9.6754  6.7525  27.9751  -0.0078  0.0226  -0.0406
Si  1.9336  2.7345  29.7998  0.0865  0.0521  0.3994
Si  5.8008  2.7345  29.7998  -0.0657  0.0003  0.0601
Si  9.6679  2.7345  29.7998  -0.0538  -0.0214  0.1793
Si  0  4.1018  29.7998  0.0535  -0.3088  0.2146
Si  3.8672  4.1018  29.7998  0.0175  -0.1678  0.0025
Si  7.7343  4.1018  29.7998  -0.0303  -0.1979  0.0949
Si  1.9336  8.2035  29.7998  0.0588  0.0394  0.0799
Si  5.8008  8.2035  29.7998  -0.0154  0.0076  -0.0637
Si  9.6679  8.2035  29.7998  -0.0123  0.0777  0.3345
Si  0  9.5708  29.7998  -0.0033  -0.0862  0.3495
Si  3.8672  9.5708  29.7998  0.0346  -0.132  0.3021
Si  7.7343  9.5708  29.7998  -0.0764  -0.0709  0.3002
Si  0  0  31.7333  0.0119  -0.0749  0.0368
Si  3.8672  0  31.7333  -0.0103  0.0244  0.0361
Si  7.7343  0  31.7333  0.0001  -0.0508  0.014
Si  1.9336  1.3673  31.7333  0.0049  -0.0431  0.0492
Si  5.8008  1.3673  31.7333  -0.0072  -0.0507  -0.0306
Si  9.6679  1.3673  31.7333  0.0099  -0.007  0.0094
Si  0  5.469  31.7333  0.0001  0.1083  0.085
Si  3.8672  5.469  31.7333  0.0097  0.0978  -0.0019
Si  7.7343  5.469  31.7333  -0.0181  0.0401  0.0248
Si  1.9336  6.8362  31.7333  -0.0064  -0.0103  0.0105
Si  5.8008  6.8362  31.7333  -0.0028  -0.0377  -0.0492
Si  9.6679  6.8362  31.7333  -0.0017  0.0216  0.065
Si  1.9336  2.7345  0.9679  0.0012  0.0624  0.0465
Si  5.8008  2.7345  0.9679  0.0064  0.0868  -0.0973
Si  9.6679  2.7345  0.9679  -0.0159  0.12  -0.1709
Si  0  4.1018  0.9679  0.0551  0.0526  0.4616
Si  3.8672  4.1018  0.9679  -0.0904  -0.0355  0.0407
Si  7.7343  4.1018  0.9679  0.0337  0.035  0.04
Si  1.9336  8.2035  0.9679  0.0089  0.0419  0.0252
Si  5.8008  8.2035  0.9679  -0.0847  0.1008  -0.0279
Si  9.6679  8.2035  0.9679  0.0674  -0.0489  0.2735
Si  0  9.5708  0.9679  -0.0084  0.1145  -0.1291
Si  3.8672  9.5708  0.9679  -0.0439  0.1226  0.0501
Si  7.7343  9.5708  0.9679  0.0463  0.0727  -0.0818
Si  -0.0032  0.0547  2.8559  0.0031  -0.0257  0.0021
Si  3.8489  0.0401  2.9012  0.0032  -0.0476  -0.0029
Si  7.7451  0.0305  2.8737  -0.0002  -0.0272  0.0142
Si  1.9223  1.4238  2.9427  -0.0086  0.0362  -0.0033
Si  5.7999  1.3753  2.8877  0.0028  0.0314  0.0131
Si  9.671  1.4125  2.8991  0.0048  0.0402  0.0333
Si  0.0278  5.4764  2.9832  -0.0023  -0.0651  -0.0321
Si  3.8441  5.461  2.9143  -0.0121  -0.0249  -0.0016
Si  7.7254  5.5192  2.8793  0.0029  -0.0328  -0.0163
Si  1.9302  6.8651  2.916  0.021  0.0419  0.0137
Si  5.7694  6.8174  2.8708  -0.0146  0.044  0.0138
Si  9.6945  6.8306  2.935  -0.0027  0.0347  -0.0361
Si  1.9199  2.7692  4.9281  0.0114  -0.0324  0.0446
Si  5.8171  2.7505  4.8106  -0.0112  -0.0438  0.0251
Si  9.6782  2.949  4.7282  -0.0119  -0.0453  0.0168
Si  0.0232  4.2289  5.0609  0.0051  0.0556  0.088
Si  3.8748  4.1193  4.878  -0.0131  0.0274  0.0118
Si  7.7046  4.2197  4.8314  0.0177  0.0557  0.0324
Si  1.9016  8.2821  4.8233  -0.002  -0.0566  0.001
Si  5.7713  8.2043  4.772  0.0065  -0.0479  0.0281
Si  9.6991  8.2014  4.8729  0.0014  -0.0565  0.0671
Si  -0.0342  9.6664  4.7808  0.0187  0.0324  0.0545
Si  3.8713  9.6127  4.8298  -0.0214  0.0759  0.057
Si  7.737  9.4786  4.7002  0.0039  0.0616  0.0373
Si  -0.1278  0.1907  6.6662  -0.0554  0.0742  -0.0727
Si  3.9003  -0.0188  6.8399  0.0145  0.0701  -0.101
Si  7.8372  -0.0453  6.5233  -0.0187  0.0604  -0.0312
Si  1.9362  1.3341  6.8499  0.03  0.0085  0.0221
Si  5.9002  1.2969  6.7027  -0.031  -0.0781  -0.0199
Si  9.5132  1.568  6.5505  0.0624  -0.0685  0.0001
Si  -0.0105  5.6567  7.1644  -0.0753  -0.0121  -0.2142
Si  3.861  5.5709  6.7733  0.0407  0.0039  0.0262
Si  7.717  5.5968  6.8227  0.0413  0.079  -0.0423
Si  1.9286  6.9306  6.7733  -0.0382  0.0281  0
Si  5.7906  6.9557  6.7787  0.0086  -0.0709  -0.0541
Si  9.6482  6.9953  6.9884  0.0283  -0.1094  -0.1278
O  6.2559  2.3342  7.9689  0.0697  0.0186  0.0366
O  11.1216  10.0469  7.8846  -0.0225  -0.0155  0.0298
O  7.6348  4.6254  8.1774  -0.0166  -0.0593  0.0592
O  9.0283  2.3734  7.9628  -0.0452  0.0025  0.0409
O  9.6261  7.9558  8.3763  -0.0081  0.1203  0.0972
O  3.9012  9.8626  8.1325  0.0193  -0.0611  0.0939
O  -0.0103  5.0547  8.7505  0.0235  -0.0374  0.2539
O  5.8611  8.039  8.0623  -0.0214  0.0712  0.1073
O  8.3021  10.1571  7.9625  0.0102  0.0281  -0.0204
O  5.736  7.8796  22.5308  0.0022  0.1795  -0.2216
O  2.5117  8.9314  18.5888  -0.0442  0.0307  -0.0277
O  3.694  4.1924  22.4869  -0.0683  -0.221  -0.2093
O  9.6253  2.2096  22.7625  0.0107  -0.0226  -0.0951
O  1.9099  2.2636  22.9089  -0.0043  -0.0348  -0.0461
O  -0.0138  9.8511  22.9623  0.0421  -0.0539  -0.107
O  1.7275  7.7694  22.7066  -0.0703  0.1406  -0.149
O  6.3169  1.7502  22.62  0.0329  -0.0164  -0.1016
O  -0.6079  4.508  22.7311  -0.0691  -0.0612  -0.1521
Si  7.6335  -4.3545  16.8015  0  -0.0114  -0.0237
Si  5.1102  5.1527  12.5596  -0.0324  0.0254  -0.0065
Si  1.3338  13.1186  14.796  0.0242  0.0107  -0.0275
Si  0.04  3.4789  17.217  0.0036  0.0149  -0.0405
Si  4.5448  6.0027  16.9696  0.0092  -0.0341  -0.0075
Si  2.0931  9.8112  11.7692  0.0023  -0.0287  -0.0023
Si  -0.4635  19.1031  14.8879  0.0077  -0.0223  -0.0087
Si  5.7006  8.7435  21.1424  -0.0168  -0.0409  0.1818
Si  9.7065  9.5895  8.5828  0.013  -0.0918  -0.0344
Si  -5.3844  -0.7885  14.093  -0.0332  -0.0176  0.001
Si  5.5755  1.064  21.3283  -0.0354  -0.0212  0.0725
Si  10.2187  7.0327  12.3391  0.0247  -0.0254  -0.0481
Si  -6.6994  10.7677  11.2713  0.0314  -0.0353  -0.0572
Si  -1.9638  3.7417  22.1907  -0.0381  0.0456  0.0789
Si  10.0296  2.4539  19.4919  -0.0505  0.0748  0.0509
Si  -2.3619  9.6299  13.2242  -0.0047  -0.0126  -0.0263
Si  -0.7697  -0.009  11.1523  -0.0447  -0.0142  -0.0853
Si  -4.854  12.6814  15.8028  -0.0163  0.0161  -0.002
Si  6.451  2.5778  11.3155  0.0451  -0.0089  -0.0762
Si  7.3273  11.9959  18.8192  -0.0782  0.0264  0.0205
Si  13.2335  -0.9097  19.4094  0.0666  -0.0247  0.0374
Si  10.7736  19.4301  19.5157  -0.0249  -0.0232  0.0598
Si  3.9353  8.1643  18.726  0.0469  -0.0052  0.0692
Si  8.4065  2.8222  13.6967  0.0077  0.0122  -0.0047
Si  -0.3248  2.7433  12.163  0.014  0.0498  -0.0385
Si  4.7783  8.7997  9.0253  0.0108  -0.0273  -0.1088
Si  7.7712  8.9297  18.9323  -0.0572  -0.0358  0.0446
Si  7.634  3.0313  8.5364  -0.021  0.0586  -0.0658
Si  -3.8154  16.7499  13.8221  0.0179  -0.0034  -0.0054
Si  11.911  5.3778  10.3425  -0.0317  -0.0143  -0.0911
Si  1.9074  10.1225  14.9155  0.0031  0.0177  0.0047
Si  4.4914  -2.263  15.9584  0.0057  0.0009  -0.0024
Si  -8.5781  -3.9756  10.8849  -0.004  -0.026  -0.0992
Si  10.4832  6.2668  17.3675  -0.0269  0.003  -0.0235
Si  3.005  13.7651  21.8476  0.1336  0.0975  0.1061
Si  0.7946  8.8722  21.9568  0.0658  -0.0351  0.0885
Si  1.3744  13.0329  19.4421  0.0702  0.0567  0.0287
Si  4.1905  14.5781  15.2059  -0.0122  -0.0157  -0.0043
O  0.8607  2.3319  13.2289  0.0033  -0.0105  0.0065
O  7.6921  9.9746  13.4618  -0.0023  0.0084  -0.0075
O  -8.7372  13.6646  14.9706  0.0036  0.0092  -0.011
O  2.0601  10.2361  13.3174  -0.0039  -0.0023  0.0221
O  1.3433  11.582  15.3688  0.0042  -0.0104  -0.0162
O  -3.8053  6.7407  15.1697  0.0128  -0.0082  -0.0063
O  -3.3899  1.9326  15.0598  0.0101  -0.0211  -0.01
O  4.3827  19.292  20.2729  -0.0273  -0.0054  -0.1001
O  5.5169  -1.3014  10.236  -0.01  0.0434  0.054
O  3.3313  9.7565  15.6045  -0.0154  0.0028  -0.0206
O  11.7195  15.016  11.3213  -0.0022  -0.0349  0.0188
O  4.0746  -3.8445  15.8245  -0.0043  -0.0052  -0.0098
O  -7.221  4.5803  13.893  0.0104  -0.0038  -0.0142
O  -0.0171  16.0319  17.2339  0.0011  -0.0104  0.0018
O  -0.3241  8.1264  21.0276  0.0098  0.039  -0.0807
O  8.2785  4.5412  22.671  0.1218  -0.0631  -0.1603
O  5.538  3.9053  11.5853  -0.0196  0.0203  0.0024
O  -1.711  2.934  13.032  -0.0235  -0.0019  0.0064
O  -6.0303  13.7495  15.4349  0.0049  0.0027  -0.0049
O  10.0794  10.8786  12.6082  -0.0193  -0.0073  0.0307
O  -7.6946  6.5524  18.3868  -0.0148  -0.0076  -0.0052
O  -4.6033  1.7926  17.4085  0.0196  -0.0057  -0.0256
O  0.1059  9.7014  18.9242  -0.0178  0.0053  -0.0371
O  7.5532  2.879  10.1512  -0.0479  -0.0106  0.0664
O  9.6492  3.6496  20.5565  0.0208  -0.0429  -0.1401
O  6.9618  8.3034  20.2087  0.0478  0.004  -0.0937
O  7.1951  21.3377  18.5752  0.0224  0.008  -0.0302
O  8.8084  1.3898  19.4103  0.0202  -0.0149  -0.0223
O  -0.4858  12.5322  10.9958  0.0161  -0.002  -0.0027
O  4.0728  6.1274  11.7891  0.0308  -0.0374  0.0121
O  -2.5041  5.9951  12.8795  -0.0155  0.0059  -0.0035
O  1.778  9.7797  21.0204  -0.0559  -0.0093  -0.0764
O  5.2219  -0.5118  12.8317  0.0166  -0.0032  0.0341
O  2.0724  0.6385  19.1446  -0.0208  -0.0032  -0.0411
O  3.8124  7.6146  9.61  -0.0138  -0.0128  0.0391
O  5.4832  1.3153  10.9285  -0.0099  0.0118  -0.0045
O  -0.2421  7.2951  13.5036  -0.0058  0.0179  0.0118
O  10.8964  6.5218  10.9537  0.0015  0.0064  0.0419
O  4.0512  1.6233  21.4712  -0.0216  0.0204  -0.0644
O  9.8182  10.2404  10.0743  0.0422  0.0534  0.0607
O  7.8764  4.257  14.2482  0.0028  0.0111  -0.0217
O  1.8453  16.8814  10.3949  0.0239  0.0195  0.0414
O  -4.2698  13.1345  12.6307  0.0178  -0.0048  0.0242
O  4.8858  8.8613  17.5596  -0.0032  0.0033  -0.0344
O  -1.3336  2.9776  17.9572  0.0097  -0.0174  -0.0265
O  3.2722  10.7027  11.0618  -0.0199  0.0046  -0.0098
O  -5.1848  6.0571  12.9665  -0.0034  -0.0116  -0.0206
O  -0.9334  7.2207  16.0861  -0.0075  -0.0078  -0.0024
O  6.1587  11.2709  15.2604  0.0086  -0.0046  -0.0178
O  10.8372  7.0866  18.7167  -0.0052  0.0126  -0.0429
O  -2.6777  16.6642  17.3635  0.0117  0.007  -0.0106
O  12.4895  8.931  15.3333  0.0111  0.0087  -0.0141
O  5.6694  -0.5782  21.4237  0.0226  0.0413  -0.0694
O  9.3976  8.4258  12.1247  -0.0098  0.0173  0.0144
O  11.4518  1.7983  19.993  -0.0042  -0.0152  -0.0279
O  6.1877  -5.0609  17.1018  -0.0139  0.016  -0.0178
O  1.3274  13.8665  18.0463  -0.0236  -0.0119  -0.0284
O  3.9386  4.5605  16.5414  0.0151  0.0038  -0.0165
O  7.6966  8.0211  17.5807  0.018  0.0131  -0.0221
O  9.2805  -1.8516  19.4797  0.0395  -0.0014  -0.0238
O  0.6462  10.1152  11.0884  0.0331  0.0081  -0.0118
O  9.926  9.2334  14.6443  -0.0039  -0.0008  0.0008
O  -5.8834  -2.112  14.9014  0.0127  0.0102  -0.0255
O  2.1961  3.0786  20.4586  -0.0493  -0.0458  -0.1378
O  0.2207  2.9946  15.6758  -0.0063  -0.0007  -0.0064
O  2.385  8.2083  11.7135  -0.0174  0.0389  0.0181
O  6.2217  1.5513  19.9233  0.0681  0.0138  -0.115
H  3.8465  4.7155  8.0104  -0.0005  0.0074  -0.0287
H  2.0028  7.9034  7.906  -0.0004  -0.0082  -0.018
H  1.932  2.202  8.0792  0.0018  -0.0103  -0.0278
H  7.8988  -0.9957  -9.7618  0.0104  0.4666  0.7836
H  3.7103  -0.9201  -9.7701  0.065  0.4789  0.7746
H  9.6444  7.8516  -9.7327  -0.0377  -0.4923  0.7214

Results
free energy: -141249.990 eV
free energy less fixed offsets of H -15.97, O -568.88, Si -635.61 eV per atom: -0.310 eV

The program warned: the cutoff lies below the one the program advises for these potential files; the exchange-correlation potential is rough where the density is thin.
